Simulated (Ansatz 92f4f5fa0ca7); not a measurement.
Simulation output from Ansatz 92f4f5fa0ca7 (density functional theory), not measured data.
Periodic cell of 215 atoms, Si133O82, from a study of silicon, its oxide and their interface. The atomic structure is a simulated model.
Doubt: the cutoff is far below the 930 eV that the study's wrapper takes by default for these files, so forces and energies are approximate.
This geometry differs little from another in the collection (a relaxation step or a small displacement).

Settings: functional PBE; potential files Ansatz PAW; basis plane waves; wave-function cutoff 580 eV; density cutoff ratio 5; exchange-correlation grid ratio 1; k mesh 1 x 1 x 1, Gamma-centred; self-consistency stop 5e-08 eV per atom in the density residual; occupations fixed; spin none; net charge 0.

Cell vectors (angstrom)
a	10.938	0	0
b	0	10.938	0
c	0	0	31.5513

Atoms and the computed forces on them: element, x, y, z (angstrom), force x, y, z (eV/angstrom)
Si	0.502	-0.3774	24.1638	0.0094	-0.0164	0.0158
Si	5.0402	0.6481	24.1401	-0.0197	0.0001	0.0186
Si	3.262	2.366	24.1141	0.0269	-0.01	0.0518
Si	7.867	3.3273	24.1533	-0.0221	0.0162	0.0125
Si	-0.6615	5.9562	24.0407	-0.0055	0.0202	0.0324
Si	6.155	5.0303	24.3146	0.0034	0.0093	0.0555
Si	2.2154	8.8193	24.1877	-0.0089	0.0107	0.0263
Si	8.6445	7.7915	24.2671	0.0083	-0.0053	-0.0092
Si	1.4566	1.4138	25.3617	0.0119	-0.0122	-0.0142
Si	6.871	1.4894	25.3528	-0.0121	0.0021	-0.0105
Si	4.1999	4.1361	25.3618	0.0095	-0.0135	-0.0148
Si	9.5738	4.2065	25.4805	0.0033	0.011	-0.015
Si	1.2906	6.8716	25.2157	-0.0132	0.0119	-0.0142
Si	6.9191	6.8575	25.5579	0.004	-0.0286	-0.0135
Si	4.0969	9.6964	25.3375	-0.0015	0.0065	-0.0111
Si	9.6512	9.592	25.4006	0.004	-0.0025	-0.0113
Si	2.7372	0.031	26.7997	0.0037	-0.0005	0.0195
Si	8.2024	0.0201	26.7031	0.0011	-0.0044	0.0122
Si	0.0246	2.7457	26.7222	-0.004	0.0036	0.008
Si	5.4846	2.7592	26.8006	0.0022	0.0043	0.0248
Si	2.7132	5.4997	26.6529	0.0044	0.0063	0.0139
Si	8.2159	5.4707	26.8979	-0.0035	0.012	0.0185
Si	0.0142	8.1792	26.7745	-0.009	-0.0106	0.0192
Si	5.4343	8.2555	26.7312	-0.0035	-0.0027	0.0027
Si	4.1018	1.3673	28.133	0.1659	0.1294	0.3109
Si	9.5708	1.3673	28.133	0.0352	0.0635	-0.4457
Si	1.3673	4.1018	28.133	0.1842	0.1936	-0.4676
Si	6.8362	4.1018	28.133	-0.1099	-0.107	0.7477
Si	4.1018	6.8362	28.133	-0.2806	0.1254	-0.5557
Si	9.5708	6.8362	28.133	0.3499	0.2195	0.69
Si	1.3673	9.5708	28.133	0.0988	-0.1296	0.0792
Si	6.8362	9.5708	28.133	-0.0187	0.2266	-0.3582
Si	0	0	29.5003	0.0007	-0.0558	-0.027
Si	5.469	0	29.5003	0.0122	0.074	0.0264
Si	2.7345	2.7345	29.5003	0.1345	0.0283	-0.0057
Si	8.2035	2.7345	29.5003	-0.0558	0.0535	0.0378
Si	0	5.469	29.5003	0.0032	0.1379	0.0366
Si	5.469	5.469	29.5003	0.0743	-0.0856	-0.0013
Si	2.7345	8.2035	29.5003	0.002	0.0466	0.0231
Si	8.2035	8.2035	29.5003	0.1179	-0.0163	-0.0056
Si	1.3673	1.3673	30.8675	-0.0262	0.0258	-0.0016
Si	6.8362	1.3673	30.8675	0.0336	-0.0405	-0.0262
Si	4.1018	4.1018	30.8675	-0.0739	0.0397	0.0147
Si	9.5708	4.1018	30.8675	0.0459	-0.0479	-0.0413
Si	1.3673	6.8362	30.8675	0.0133	-0.0644	-0.0209
Si	6.8362	6.8362	30.8675	-0.0675	0.059	-0.0012
Si	4.1018	9.5708	30.8675	0.0151	-0.0523	-0.0332
Si	9.5708	9.5708	30.8675	-0.0701	0.0337	0.0092
Si	2.7345	0	0.6835	0.0929	-0.0527	-0.002
Si	8.2035	0	0.6835	-0.0172	0.0352	0.0422
Si	0	2.7345	0.6835	-0.0775	0.0598	-0.0021
Si	5.469	2.7345	0.6835	0.0791	-0.049	-0.0127
Si	2.7345	5.469	0.6835	0.0039	0.0474	0.0433
Si	8.2035	5.469	0.6835	0.039	-0.0307	-0.0085
Si	0	8.2035	0.6835	0.0555	-0.0374	-0.0103
Si	5.469	8.2035	0.6835	-0.0506	0.0661	0.0111
Si	4.1018	1.3673	2.0507	-0.11	0.053	-0.0201
Si	9.5708	1.3673	2.0507	0.1443	0.0417	-0.0474
Si	1.3673	4.1018	2.0507	-0.0544	-0.1533	-0.0271
Si	6.8362	4.1018	2.0507	-0.0959	0.0183	0.0185
Si	4.1018	6.8362	2.0507	0.0743	-0.0013	-0.0443
Si	9.5708	6.8362	2.0507	-0.1028	-0.0006	0.0158
Si	1.3673	9.5708	2.0507	-0.1368	-0.0187	0.0136
Si	6.8362	9.5708	2.0507	-0.0181	-0.1212	-0.0349
Si	0	0	3.418	0.0697	0.2837	-0.6026
Si	5.469	0	3.418	0.0108	-0.1364	0.5367
Si	2.7345	2.7345	3.418	-0.1422	-0.3275	-0.6677
Si	8.2035	2.7345	3.418	0.2001	-0.0212	0.5158
Si	0	5.469	3.418	-0.2363	-0.2826	0.4812
Si	5.469	5.469	3.418	-0.0155	0.1391	-0.5076
Si	2.7345	8.2035	3.418	0.079	-0.216	0.4265
Si	8.2035	8.2035	3.418	-0.324	-0.1472	-0.4549
Si	1.4093	1.3192	4.7521	0.0004	-0.0004	-0.0191
Si	6.8586	1.3566	4.8362	0.0074	0.0005	-0.0064
Si	4.0691	4.1014	4.6822	0.002	0.0022	-0.0083
Si	9.5735	4.0704	4.9032	0.0077	0.0041	-0.0066
Si	1.3664	6.7879	4.8227	0.0043	-0.0039	-0.0001
Si	6.8332	6.8081	4.7637	0.0059	-0.0041	-0.0305
Si	4.1116	9.5306	4.8523	-0.0029	-0.0025	-0.0086
Si	9.5226	9.6179	4.6776	0.0116	0.0049	-0.011
Si	2.6974	-0.057	6.2032	0.0085	0.0269	0.0232
Si	8.1962	-0.1025	6.2008	0.0024	-0.0065	0.0062
Si	0.0521	2.5662	6.2102	-0.0092	-0.006	0.0111
Si	5.4104	2.7859	6.0475	-0.0251	0.0024	0.0217
Si	2.6453	5.2402	6.1586	0.0046	-0.0005	0.0097
Si	8.1106	5.4752	6.2487	-0.0283	-0.0046	0.0281
Si	-0.0838	8.2521	5.9832	-0.012	0.0086	0.0265
Si	5.4154	8.0465	6.2016	0.019	0.012	0.0162
Si	3.7349	1.7528	7.3129	-0.0186	-0.0085	-0.0104
Si	10.0471	0.753	7.4327	0.0127	-0.0015	-0.0063
Si	1.8895	3.348	7.5193	0.0219	-0.0158	-0.0214
Si	6.2082	4.5354	7.425	0.0177	0.026	-0.0238
Si	4.2895	6.2801	7.418	-0.0088	-0.0315	-0.0006
Si	9.0922	7.3873	7.2675	0.0111	0.0139	0.01
Si	0.9303	9.8081	7.4219	-0.0181	0.0051	-0.0177
Si	7.2079	9.0305	7.4076	-0.0008	-0.0288	-0.0135
O	6.6206	3.7841	8.8622	0.0079	-0.0056	0.0213
O	6.6746	9.503	8.9369	-0.0084	0.0014	0.014
O	9.9293	7.161	8.7103	-0.017	-0.0036	-0.0043
O	1.4496	8.8695	8.7256	0.0074	-0.0085	0.0071
O	4.4942	1.4109	8.7681	-0.0095	0.0023	0.0138
O	1.6323	3.4462	9.1852	0	-0.0026	0.0252
O	9.4768	1.4612	8.8261	-0.0046	-0.0027	0.0125
O	3.2637	6.6676	8.7261	-0.0032	0.0089	0.0079
O	7.9545	8.2726	22.839	0.0227	0.0025	-0.0543
O	8.3995	3.3219	22.5456	0.0046	-0.0022	-0.0011
O	6.1934	5.5515	22.7335	0.0537	-0.0201	-0.0232
O	2.8503	2.8586	22.5562	-0.0133	0.0023	-0.0469
O	11.12	11.0408	22.5961	-0.0027	-0.0049	-0.03
O	-0.7694	5.3617	22.4562	-0.0042	-0.0127	-0.016
O	2.5096	8.6369	22.5678	-0.0028	0.0034	-0.0214
O	5.6638	0.5202	22.6062	-0.0005	-0.005	-0.0302
Si	9.4392	1.7242	10.4261	-0.0014	0.0132	-0.0127
Si	4.096	11.9531	10.2945	0.0061	-0.013	-0.0329
Si	7.56	4.1382	10.1405	0.008	0.0086	-0.0222
Si	6.6853	6.8335	11.3142	0.0005	0.0062	-0.0179
Si	-3.0493	7.4954	17.0503	-0.0014	-0.0036	0
Si	5.1739	6.0727	21.5986	-0.0248	0.0166	0.0116
Si	7.5811	6.3516	14.1176	0.0001	-0.001	-0.0042
Si	10.5245	2.1891	19.5573	-0.0075	0.0055	0.0045
Si	2.7401	-2.8461	9.3719	-0.0007	-0.0042	-0.0123
Si	8.975	-0.6997	12.3848	-0.0012	-0.0033	-0.0073
Si	12.4943	2.527	10.5535	-0.0073	-0.0057	-0.0197
Si	3.2614	6.4465	14.9891	-0.0015	-0.002	-0.0004
Si	-1.6297	4.2777	21.5467	0.0061	0.0075	0.0101
Si	9.0478	0.696	14.8965	-0.0044	-0.0011	0.0014
Si	6.6327	2.5151	16.9216	0.0022	0.0017	0.002
Si	-4.4092	-0.2222	13.9292	0.0033	0.0015	0.0047
Si	7.4596	6.1634	19.744	-0.004	0.0044	-0.0022
Si	10.7593	-0.3665	21.0736	-0.0042	0.003	0.0297
Si	9.3395	6.452	10.0334	-0.0005	0.0006	-0.0352
Si	16.3594	4.264	14.6759	0.0042	0.0002	0.0012
Si	2.4652	9.1062	16.3417	0.0007	-0.0009	-0.0006
Si	-1.315	3.0013	16.6204	-0.0039	0.0021	0.005
Si	3.5772	8.578	21.3535	0.0074	0.0021	0.0234
Si	2.3247	2.9995	18.766	-0.0015	0.0053	0.003
Si	-0.7372	7.3381	12.6241	-0.0043	-0.0037	-0.0049
Si	5.6936	-0.1622	21.1318	0.0153	0.0027	0.0381
Si	3.4344	3.7836	21.3451	0.0027	-0.011	0.0211
Si	8.1831	8.8015	21.321	-0.008	-0.0206	0.0412
Si	12.055	4.9449	16.5833	-0.0024	0.0006	0.0023
Si	5.1274	2.3036	19.4217	-0.0005	0.0039	0.0064
Si	7.2817	10.3203	16.6078	-0.0035	0.0033	0.0024
Si	12.6776	9.0953	19.236	0.0029	0.0027	0.0038
Si	5.3564	9.2494	9.8658	0.0095	-0.0003	-0.0168
Si	3.3673	10.7636	13.8585	0.0006	-0.0023	-0.0012
Si	2.2818	-2.8956	12.588	-0.001	-0.0024	-0.009
Si	11.0497	-3.1958	17.2731	-0.001	-0.0045	-0.0004
Si	3.5628	2.6031	12.6211	0.0029	-0.0011	-0.0024
O	9.9592	1.9184	15.4339	0.001	0.0003	0.0008
O	24.7725	12.2964	13.5009	-0.0011	-0.0026	0.0006
O	9.1423	0.2747	11.1069	0.0001	-0.0025	0.0091
O	5.8942	5.8898	20.1462	0.0092	0.0122	-0.031
O	6.6813	0.8523	17.0829	-0.0013	-0.0024	0.0009
O	4.8484	3.1658	20.7826	0.0006	-0.0025	-0.0054
O	5.7494	0.894	19.9046	0.0031	0.001	-0.0071
O	-2.0409	4.9385	9.6278	-0.0146	0.0089	0.021
O	7.5039	1.0842	14.3445	0	-0.0001	0.0036
O	9.4966	7.6423	16.9024	0.0002	0.0006	0.0048
O	6.6471	5.1797	11.0749	-0.0005	0.0058	0.0069
O	3.3285	7.7442	16.0044	-0.0016	0.0012	0.002
O	2.4134	3.9494	20.0938	-0.0098	0.0005	-0.0153
O	6.9158	4.83	14.2086	-0.0055	0.0005	0.0016
O	5.576	3.0696	15.7943	-0.002	-0.0013	0.0018
O	9.7864	-0.0372	13.6523	-0.0004	0.0019	0.0052
O	6.1841	3.0265	18.4129	0.0009	0.002	0.0001
O	4.6085	5.5667	15.25	-0.0017	-0.0006	0
O	9.7093	-1.6015	21.1565	-0.0079	-0.0006	0.0044
O	8.3879	4.9957	20.3961	-0.0063	0.0021	0.0082
O	3.2371	-3.9279	13.4413	0.0002	-0.0041	0.0072
O	6.7347	7.0957	12.9221	0.0033	-0.0036	0.0147
O	2.0293	3.8973	17.4412	-0.0024	0.001	0.0023
O	9.9973	0.8142	20.2421	0.007	-0.0043	0.0047
O	-0.5547	6.415	11.2776	-0.0046	0.006	0.004
O	4.4593	3.6369	13.4996	-0.0018	0.001	0.0023
O	4.0038	9.0636	8.9676	0.0035	-0.0017	0.0096
O	7.0569	-1.0227	20.9807	0.0053	-0.0108	0.0133
O	10.9189	2.2524	10.9116	0.0037	-0.006	-0.0007
O	9.1886	-4.4061	13.6723	-0.0009	0.0032	0.0038
O	0.8852	8.66	16.1406	-0.0014	0	0.0026
O	4.9234	10.5883	10.7109	-0.0063	0.014	0.0078
O	3.7099	2.1537	18.6006	-0.002	-0.0021	0.0036
O	11.7165	6.2673	17.4547	0	0.0007	0.0026
O	4.2727	-0.9424	20.9729	-0.0037	-0.0044	0.0026
O	-2.0968	10.6098	16.1664	-0.0004	-0.0024	0.0018
O	1.1294	1.9559	19.087	0.0053	-0.0008	0.0025
O	11.2847	8.4121	18.7367	0.0004	-0.002	0.0021
O	4.9755	-0.0359	13.5613	-0.0023	0	0.0021
O	10.6063	4.2485	16.2514	0.0028	-0.0017	0.0051
O	4.8323	7.6435	21.7917	-0.0142	0.0082	0.0133
O	-2.7396	2.7662	10.8013	0.0016	-0.0037	-0.0015
O	-2.9236	7.297	10.4918	-0.0054	-0.0113	0.0182
O	0.7751	-3.2768	13.1364	0.0012	-0.0002	0.0021
O	2.6853	-1.3306	12.9117	0.0016	0.0062	0.005
O	2.9607	10.3504	15.3972	-0.0013	-0.0004	0.0034
O	9.5973	8.7742	12.1461	0.0005	0.001	0.005
O	4.5849	13.0161	11.4394	-0.0031	0.0031	0.0104
O	6.4591	9.8129	15.2867	-0.0011	-0.0001	0.0017
O	7.277	8.967	17.543	-0.0026	-0.0013	0.0031
O	7.5259	-4.6361	18.111	0.0019	0.0047	0.0085
O	7.3679	-0.8998	12.7	-0.0006	0.002	0.0033
O	9.7532	2.4932	18.1602	-0.0004	-0.0002	0.0019
O	8.0095	7.5821	20.2853	0.0022	0.0275	0.0255
O	12.1657	10.2254	20.2997	-0.0092	-0.0011	0.005
O	8.0221	3.2731	16.5123	-0.0024	-0.001	0.0036
O	2.5879	9.5951	17.9087	0.001	0.001	0.003
O	10.3517	3.3711	20.6679	0.0038	-0.0075	-0.0056
O	2.2803	3.2906	11.8296	0.0041	0.0032	0.0074
O	5.5275	7.8575	10.7496	0.0063	-0.0048	0.0089
O	2.443	-14.0154	10.969	-0.0031	-0.001	0.0204
O	1.9611	5.4602	15.2752	0.0003	-0.0005	0.0025
O	7.3613	7.0621	15.5661	0.0002	0.0005	0.0033
O	2.4184	1.0995	10.3373	0.0039	0.0087	0.0103
O	3.7541	5.3008	21.8287	-0.0152	0.0063	0.014
O	2.7416	8.0755	20.0418	-0.0059	-0.0009	-0.0072

Results
free energy: -131182.354 eV
free energy less fixed offsets of O -568.88, Si -635.61 eV per atom: 1.936 eV

The program warned: the cutoff lies below the one the program advises for these potential files; the forces do not sum to zero within the program's tolerance; the exchange-correlation potential is rough where the density is thin.
